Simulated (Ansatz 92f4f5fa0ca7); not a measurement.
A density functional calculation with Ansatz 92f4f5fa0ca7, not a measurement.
Periodic cell of 244 atoms, Si164O80, from a study of silicon, its oxide and their interface. The atomic structure is a simulated model.
Doubt: the cutoff is far below the 930 eV that the study's wrapper takes by default for these files, so forces and energies are approximate.

Settings: functional PBE; potential files Ansatz PAW; basis plane waves; wave-function cutoff 580 eV; density cutoff ratio 5; exchange-correlation grid ratio 1; k mesh 1 x 1 x 1, Gamma-centred; self-consistency stop 5e-08 eV per atom in the density residual; occupations fixed; spin none; net charge 0.

Cell vectors (angstrom)
a	10.938	0	0
b	0	10.938	0
c	0	0	36.9023

Atoms and the computed forces on them: element, x, y, z (angstrom), force x, y, z (eV/angstrom)
Si	0	0	0.683	-0.0125	0.0187	0.0001
Si	5.469	0	0.683	0.018	0.0071	-0.016
Si	2.7345	2.7345	0.683	-0.0134	0.0244	0.0039
Si	8.2035	2.7345	0.683	-0.0127	0.0286	0.0219
Si	0	5.469	0.683	0.0089	-0.0048	-0.0115
Si	5.469	5.469	0.683	0.0034	0.0038	0.0037
Si	2.7345	8.2035	0.683	-0.0318	0.0284	0.021
Si	8.2035	8.2035	0.683	-0.0114	0.012	0.0008
Si	1.3673	1.3673	2.0503	-0.0802	0.0457	-0.0608
Si	6.8362	1.3673	2.0503	-0.0656	-0.0316	0.1266
Si	4.1018	4.1018	2.0503	-0.0379	0.0875	-0.0251
Si	9.5708	4.1018	2.0503	0.0487	0.03	0.1271
Si	1.3673	6.8362	2.0503	-0.0224	-0.0906	0.0932
Si	6.8362	6.8362	2.0503	-0.0427	0.0687	-0.0505
Si	4.1018	9.5708	2.0503	0.08	0.0487	0.1188
Si	9.5708	9.5708	2.0503	-0.0407	0.0635	-0.0432
Si	2.7345	0	34.8508	0.0247	-0.0144	0.114
Si	8.2035	0	34.8508	0.0234	-0.0505	-0.1128
Si	0	2.7345	34.8508	0.1093	0.0137	-0.0817
Si	5.469	2.7345	34.8508	0.0607	0.0444	0.0948
Si	2.7345	5.469	34.8508	-0.0302	-0.0386	-0.0937
Si	8.2035	5.469	34.8508	0.0254	-0.0129	0.11
Si	0	8.2035	34.8508	0.0235	-0.021	0.086
Si	5.469	8.2035	34.8508	0.0725	0.1002	-0.0612
Si	4.1018	1.3673	36.218	-0.0175	0.0042	0.0078
Si	9.5708	1.3673	36.218	0.0015	-0.0259	-0.015
Si	1.3673	4.1018	36.218	0.011	-0.0288	0.0097
Si	6.8362	4.1018	36.218	0.0009	-0.0077	0.0052
Si	4.1018	6.8362	36.218	0.0231	-0.0295	-0.0148
Si	9.5708	6.8362	36.218	-0.0046	0.0037	0.0117
Si	1.3673	9.5708	36.218	0.0043	-0.0006	0.0022
Si	6.8362	9.5708	36.218	0.0154	-0.028	0.0113
Si	-0.4644	0.4724	26.6463	-0.2269	0.1592	0.0383
Si	5.6539	-0.5781	26.1642	0.2265	0.0486	-0.3508
Si	2.5787	2.977	26.7633	0.0913	0.1775	-0.6462
Si	8.8093	2.2925	26.7363	0.2148	-0.1378	0.1506
Si	0.3066	5.1081	26.6853	-0.0309	-0.2693	-0.217
Si	5.0507	5.9609	26.713	0.0443	-0.162	0.0249
Si	3.2906	7.6022	26.6904	0.0956	0.2202	0.0566
Si	8.0249	8.3701	26.8265	-0.0078	0.0493	-0.4988
Si	1.3651	1.3359	27.9236	-0.2137	0.0333	0.1508
Si	7.0147	1.4753	28.0438	0.0845	0.0589	-0.2711
Si	4.1361	4.1906	28.0428	0.0314	0.1155	0.0099
Si	9.6874	4.0066	28.0668	0.0274	0.1256	-0.0495
Si	1.4581	6.7765	27.9381	-0.0893	-0.0488	-0.0591
Si	6.8011	6.8412	28.0636	-0.193	-0.1408	0.1578
Si	4.1769	9.4398	27.8424	-0.0142	-0.0232	-0.0129
Si	9.575	9.665	28.0081	0.1021	0.0596	0.1093
Si	2.7906	-0.0579	29.2065	0.1294	-0.0137	-0.0602
Si	8.2034	-0.0159	29.4618	-0.0644	-0.0191	-0.0797
Si	0.0944	2.6724	29.4582	-0.0271	0.035	0.0056
Si	5.555	2.7988	29.3399	-0.0656	0.0333	0.0847
Si	2.7444	5.4686	29.4627	-0.0032	0.0143	-0.0146
Si	8.2177	5.4246	29.338	0.1523	-0.0204	-0.1016
Si	0.0746	8.2266	29.2675	-0.0431	-0.0409	-0.0973
Si	5.4913	8.2357	29.4241	0.0656	-0.0052	0.108
Si	4.1303	1.3584	30.6356	0.0478	0.021	-0.0829
Si	9.5923	1.3541	30.7983	0.0615	0.0587	-0.0863
Si	1.3981	4.0827	30.8141	0.0527	0.0056	0.0104
Si	6.8685	4.1166	30.7833	0.0445	0.0182	-0.0529
Si	4.1166	6.8673	30.7895	-0.066	-0.0094	-0.0838
Si	9.6149	6.844	30.6536	-0.0307	0.0246	0.0319
Si	1.4359	9.5672	30.6796	-0.0583	-0.0096	-0.0033
Si	6.8466	9.5675	30.8144	-0.0181	-0.0301	-0.0295
Si	0.0484	-0.0276	32.1011	-0.0292	0.003	-0.0306
Si	5.4597	0.0279	32.1048	0.0188	-0.0528	-0.0233
Si	2.7876	2.6924	32.109	-0.0419	0.0694	-0.0571
Si	8.2224	2.7356	32.1425	0.0321	0.0198	-0.0162
Si	-0.0012	5.4847	32.1059	0.0297	-0.0364	-0.061
Si	5.4874	5.4829	32.1334	0.0132	0.0312	-0.0159
Si	2.7389	8.2209	32.1309	0.0374	-0.0178	-0.059
Si	8.2484	8.1786	32.107	-0.0174	0.0259	-0.0514
Si	1.3842	1.3604	33.4802	-0.0095	0.0015	-0.0274
Si	6.8347	1.3731	33.4867	-0.0064	0.0223	-0.009
Si	4.115	4.0993	33.4815	0.0281	-0.0234	0.002
Si	9.5815	4.1173	33.4894	-0.0449	0.004	-0.0113
Si	1.3662	6.8441	33.4824	-0.004	0.0254	-0.0075
Si	6.8576	6.8447	33.4893	0.002	-0.0377	-0.0114
Si	4.1078	9.589	33.4839	-0.0247	0.0083	0.0065
Si	9.5916	9.5685	33.4768	0.0279	-0.0229	-0.012
Si	2.7321	0.0174	3.4137	-0.0338	0.0329	-0.0306
Si	8.2042	-0.0024	3.426	0.0378	-0.0073	0.0241
Si	0.009	2.7384	3.4302	-0.0094	-0.0164	0.012
Si	5.4544	2.7421	3.4204	0.022	0	0.0204
Si	2.7426	5.4715	3.4323	0.0034	-0.0065	0.0196
Si	8.1974	5.4825	3.4174	-0.0201	0.011	-0.0143
Si	-0.0129	8.2021	3.4115	0.013	0.0302	-0.0008
Si	5.4783	8.205	3.4291	-0.0015	-0.031	0.0103
Si	4.0468	1.4207	4.7998	0.0136	-0.0978	0.0315
Si	9.5702	1.371	4.794	-0.0336	-0.0026	0.0016
Si	1.3787	4.1032	4.8154	0.0238	0.037	-0.0231
Si	6.8142	4.1282	4.7749	0.0146	-0.0036	0.0357
Si	4.1097	6.8458	4.8077	-0.0092	0.0389	0.0278
Si	9.5327	6.8735	4.7943	0.0236	-0.0492	0.0666
Si	1.3659	9.5732	4.7509	-0.0256	-0.0412	0.0171
Si	6.842	9.5694	4.8126	0.0035	0.0621	0.0391
Si	0.0091	-0.0263	6.1359	-0.0326	-0.0236	0.0317
Si	5.4248	0.0301	6.1006	-0.0394	0.0861	0.0554
Si	2.7139	2.7669	6.2728	-0.0626	0.0546	0.1169
Si	8.1858	2.7721	6.1212	-0.0174	-0.1112	0.0933
Si	-0.0073	5.5061	6.1126	-0.0013	0.0964	0.0542
Si	5.4624	5.4725	6.2	0.0384	-0.0242	0.0186
Si	2.7315	8.2451	6.1372	0.0037	-0.0541	0.1291
Si	8.1859	8.2122	6.2551	-0.0078	0.0102	-0.0221
Si	1.2987	1.3197	7.5826	0.1037	-0.098	-0.2335
Si	6.725	1.4549	7.4507	-0.0589	-0.0868	-0.0571
Si	4.109	4.1799	7.6691	-0.1003	-0.1408	0.0417
Si	9.5634	4.1569	7.4691	0.1245	-0.0945	0.0449
Si	1.3371	6.8898	7.4908	-0.0554	0.0826	-0.1694
Si	6.7958	6.8208	7.6284	0.094	0.0067	0.0574
Si	4.0868	9.633	7.5211	0	0.1502	-0.0332
Si	9.5923	9.6131	7.5876	-0.0493	-0.0368	0.1215
Si	2.7678	0.0859	8.9975	0.08	-0.0262	0.078
Si	8.0644	0.07	8.7772	-0.0209	-0.1385	-0.1091
Si	-0.2347	2.5735	8.8345	-0.0861	0.066	0.256
Si	5.5038	2.803	9.0426	0.066	0.0349	-0.0558
Si	2.7178	5.6487	8.9328	0.0972	0.0642	0.0497
Si	8.2518	5.4454	8.9435	0.0095	-0.008	-0.1147
Si	0.0952	8.2744	8.9713	0.0308	0.0933	-0.0499
Si	5.3558	8.202	8.9363	-0.0728	-0.0239	0.0045
Si	4.4227	1.1602	10.405	0.1687	-0.0464	0.4858
Si	8.8052	1.8633	10.0662	-0.1223	0.2492	0.0829
Si	1.4002	4.5173	10.4875	-0.036	0.113	0.3305
Si	7.2581	3.7962	10.3214	0.1635	-0.1968	0.0165
Si	3.4663	7.5244	10.2265	0.1635	-0.1549	0.1513
Si	9.9313	6.5592	10.1777	0.0763	0.0634	0.5404
Si	1.8495	9.3036	10.2907	-0.1765	-0.0359	-0.2127
Si	6.5836	9.7805	10.1148	0.2093	0.113	0.4089
O	0.8594	3.0521	10.013	-0.1163	0.2156	-0.2346
O	7.3133	9.215	11.4928	-0.0796	-0.0538	-0.3749
O	3.6566	7.2622	11.8544	-0.1332	0.102	-0.2328
O	9.2251	7.1361	11.559	-0.0267	-0.0944	-0.2894
O	4.148	1.5768	12.0081	-0.1351	-0.0965	-0.4986
O	2.2501	4.17	11.8435	0.0418	-0.0318	-0.1532
O	38.3035	-21.9457	10.6959	-0.0627	0.0648	-0.3598
O	0.1233	5.5051	10.8356	-0.0664	-0.0267	-0.4209
O	8.7574	7.4701	25.6515	0.0755	0.043	0.0761
O	3.0389	8.1342	25.106	0.0134	-0.1347	0.2372
O	14.2957	2.4195	25.4036	-0.0883	-0.0703	0.3097
O	6.0121	11.8119	26.8457	-0.0097	-0.2835	0.218
O	5.2904	-0.294	24.5619	-0.1935	-0.0607	0.224
O	17.9223	-1.5492	26.0285	-0.0967	-0.0103	0.4212
O	10.4876	5.5171	25.2441	0.0645	0.1217	0.2087
O	1.4582	4.0439	26.1301	-0.045	0.0408	0.5634
Si	7.8275	7.4087	16.8311	-0.0777	-0.0235	0.0574
Si	2.5658	10.4807	19.8324	0.0353	-0.0828	-0.0594
Si	14.1058	13.4165	19.6384	-0.1353	0.0001	0.0069
Si	9.7907	9.8403	17.3369	0.0076	-0.0105	0.1306
Si	9.373	1.0504	12.145	-0.065	0.1171	-0.1652
Si	6.6187	6.3765	19.4776	0.0009	0.1043	-0.0276
Si	0.8102	9.8486	12.3906	-0.3296	0.1705	0.3278
Si	3.6458	2.9711	23.8957	-0.1224	0.1365	-0.0687
Si	7.9359	2.9354	24.6487	-0.1229	0.0544	0.0725
Si	-0.4204	2.9033	14.298	-0.0592	-0.0883	0.1179
Si	5.5283	8.5902	15.0517	-0.0299	0.0774	0.238
Si	4.1291	6.4498	13.171	0.0951	-0.0331	0.216
Si	0.7056	11.1849	15.2421	-0.0215	0.0785	0.0758
Si	5.1928	0.3082	16.0219	0.0082	-0.188	0.1169
Si	15.1856	18.7999	20.4811	-0.0799	-0.0125	-0.0608
Si	2.3977	4.1285	13.4661	-0.177	-0.0106	0.1806
Si	9.1604	8.7051	22.7482	-0.0985	0.3045	-0.3109
Si	6.5096	7.4028	22.3031	-0.077	-0.0436	-0.1284
Si	9.8547	7.5974	12.9864	-0.0052	-0.1136	0.199
Si	10.9124	9.0104	20.2323	0.0654	-0.0325	-0.137
Si	7.6814	9.6687	13.0111	-0.1788	0.1219	0.1159
Si	6.2852	14.1448	19.3094	0.0357	-0.0868	0.0625
Si	7.3784	12.0356	20.9984	0.0757	0.0291	-0.1484
Si	-0.0903	10.799	24.3738	-0.2681	0.268	0.1298
Si	16.6866	5.2324	24.5715	0.0761	-0.0258	0.2045
Si	4.7212	2.1427	13.4367	0.0879	0.0166	0.153
Si	8.8851	5.3669	14.6845	-0.0536	-0.0922	0.0837
Si	12.3901	14.7421	21.832	-0.0291	-0.0093	-0.097
Si	1.6841	8.5092	24.3026	-0.0847	0.1244	-0.3416
Si	5.7508	0.8668	23.501	0.3283	0.084	-0.0803
Si	10.0787	7.0339	24.8222	-0.2647	-0.1667	-0.1749
Si	18.4527	0.8151	18.0143	-0.0886	-0.0825	0.1044
Si	6.5853	4.4308	12.6033	0.0882	0.0343	-0.1588
Si	2.6882	11.9505	17.3605	-0.0048	-0.0062	-0.0505
Si	9.9078	2.1477	22.4931	-0.0735	0.0144	-0.1509
Si	12.5371	6.8781	21.52	0.0286	-0.2261	-0.3689
O	4.4802	1.8124	23.1106	-0.0966	0.0171	0.0178
O	-0.1306	12.145	23.466	0.126	-0.1053	-0.0003
O	8.8129	8.6924	16.7331	0.0346	0.0168	-0.0441
O	5.1263	8.1169	21.8289	0.0614	0.0376	0.0909
O	11.3011	8.3115	12.7844	0.0822	0.0277	-0.011
O	2.322	13.2893	18.2285	0.0849	-0.0825	-0.0078
O	10.9671	13.9662	21.6222	-0.0155	-0.0464	0.0189
O	12.9541	11.8561	15.9112	0.0026	0.0099	-0.0618
O	5.1824	7.1622	19.3359	0.0268	-0.0245	-0.0006
O	4.6182	7.4975	14.3	-0.0758	-0.0853	-0.1614
O	14	17.737	20.8098	-0.0773	-0.0049	0.0568
O	6.1013	2.9958	13.2122	-0.0144	-0.0587	-0.0171
O	7.266	11.2056	19.5697	0.009	0.0337	0.0139
O	7.09	4.3221	24.8271	-0.0168	0.059	0.0219
O	13.2159	10.6277	18.2286	-0.0161	0.0064	-0.0302
O	8.9308	12.1789	21.5302	0.0161	0.0174	0.0428
O	7.7117	5.1165	13.5709	-0.0927	-0.0482	-0.0092
O	2.9109	5.6223	13.8948	0.0223	0.0128	-0.1516
O	2.2299	3.2716	23.1571	0.0749	-0.0296	0.0296
O	8.1761	11.2418	13.0236	0.1008	0.0137	-0.0223
O	8.8364	8.6982	13.6193	0.0564	-0.0275	0.0057
O	7.6503	7.0259	18.4032	0.0245	0.0082	0.0803
O	6.9142	1.7422	24.2327	-0.0405	-0.0595	-0.0522
O	9.0168	3.1427	23.4358	-0.0133	0.0691	-0.0034
O	5.3086	5.456	12.6221	0.0596	-0.0385	-0.043
O	9.6154	9.8413	23.8351	0.0322	-0.0615	0.0861
O	10.9513	10.0857	16.217	0.011	-0.031	-0.1161
O	12.105	10.0877	20.5821	-0.0373	0.0531	0.0692
O	14.6025	9.3004	20.019	0.0044	0.081	0.005
O	13.3576	14.5214	20.5442	0.0357	0.0127	0.03
O	6.4056	9.4463	13.9816	0.1359	0.1049	-0.1339
O	9.6699	9.1687	21.2703	-0.0192	-0.0575	0.1691
O	12.643	7.8469	22.8208	0.0464	0.1917	0.3741
O	9.7712	7.2488	23.2187	0.0934	-0.1767	0.2545
O	4.2918	1.0826	17.1226	-0.0021	0.02	-0.0469
O	11.4962	7.4949	20.4185	0.0308	-0.0005	0.0899
O	6.4017	7.8077	16.1712	-0.0196	-0.0102	-0.1027
O	7.1241	13.3554	18.1162	0.0039	0.046	-0.0786
O	9.9077	2.4484	12.8436	0.0005	-0.1114	0.0243
O	10.4186	9.247	18.7139	0.0021	-0.0072	0.0008
O	5.1367	1.0626	14.5813	-0.0257	0.0735	-0.1549
O	6.5139	4.7944	19.1475	0.0025	-0.028	-0.0287
O	3.5204	3.0824	14.0048	0.0332	-0.0549	-0.0777
O	6.6539	11.1307	16.7639	-0.0283	0.0785	-0.0094
O	-0.34	1.4923	15.1031	0.0306	-0.0168	-0.0632
O	17.8081	2.6393	20.7321	-0.0522	0.0477	0.0387
O	12.0696	5.3909	21.9505	0.0122	0.0694	0.0973
O	3.135	11.9257	20.36	0.037	0.0156	0.045
O	7.1379	6.5733	21.0231	-0.0025	-0.0316	0.0485
O	7.5458	8.5759	22.7375	0.0438	-0.0005	0.0944
O	15.6202	2.9418	19.3098	0.0307	0.0226	-0.0114
O	1.3997	10.1229	24.168	0.1742	-0.2454	-0.0428
O	-0.4273	10.8242	11.8734	0.2011	-0.127	0.0451
O	1.2452	10.5618	13.8282	0.0626	-0.1986	-0.3564
O	8.3735	6.0861	16.0463	-0.002	-0.0223	-0.0703
O	9.5211	3.9213	15.0853	-0.0324	-0.0029	-0.0681
O	11.3544	7.9822	25.2019	0.1183	-0.0709	0.2027
O	6.1821	6.4315	23.5609	0.0066	-0.0158	-0.0241
O	6.4167	11.284	22.0883	-0.0971	-0.0337	0.1727
O	10.0136	6.3302	13.9994	0.0688	0.1531	-0.1786
O	9.0404	11.273	17.6493	-0.0125	0.021	-0.0467
O	15.4624	4.3598	23.9144	-0.0086	-0.069	-0.0806
O	0.9915	3.6909	14.1514	0.1191	0.0323	-0.1037
O	4.6176	9.7232	15.8027	0.079	-0.0326	-0.0614

Results
free energy: -149756.309 eV
free energy less fixed offsets of O -568.88, Si -635.61 eV per atom: -5.869 eV

The program warned: the cutoff lies below the one the program advises for these potential files; the exchange-correlation potential is rough where the density is thin.
